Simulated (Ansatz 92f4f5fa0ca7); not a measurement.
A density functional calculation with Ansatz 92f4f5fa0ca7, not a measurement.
Periodic cell of 252 atoms, Si144O100N8, from a study of silicon, its oxide and their interface. The atomic structure is a simulated model.
Doubt: the cutoff is far below the 930 eV that the study's wrapper takes by default for these files, so forces and energies are approximate.

Settings
functional: PBE
potential files: Ansatz PAW
basis: plane waves
wave-function cutoff: 580 eV
density cutoff ratio: 5
exchange-correlation grid ratio: 1
k mesh: 1 x 1 x 1, Gamma-centred
self-consistency stop: 5e-08 eV per atom in the density residual
occupations: fixed
spin: none
net charge: 0

Cell vectors (angstrom)
a	10.938	0	0
b	0	10.938	0
c	-1.9408	-5.264	35.3486

Atoms and the computed forces on them: element, x, y, z (angstrom), force x, y, z (eV/angstrom)
Si	-0.1571	-7.068	27.5959	-0.0033	0.0261	-0.3317
Si	2.4428	-4.2254	27.7877	0.0237	0.0408	-0.0417
Si	-0.7425	-0.8782	28.0055	-0.159	0.0347	-0.3614
Si	2.0934	-9.3246	27.8506	-0.0396	-0.0107	-0.2
Si	-6.1706	-6.3248	27.7444	-0.0641	0.0562	0.0004
Si	-3.4599	-3.6445	27.8784	0.0976	0.0598	-0.3177
Si	5.2015	-1.4868	27.9304	0.178	-0.0998	-0.3342
Si	-2.912	-9.6206	27.9837	0.183	-0.1583	-0.3324
Si	0.8408	-5.3896	29.0687	0.0291	0.0221	-0.1344
Si	3.5592	-2.6093	29.1801	-0.0428	-0.116	-0.1377
Si	0.878	-10.7347	29.2915	-0.0624	0.0326	-0.1068
Si	3.6207	-7.9964	29.1046	0.0493	0.1021	-0.2641
Si	-4.6222	-5.2493	29.177	-0.0115	-0.0288	-0.144
Si	-1.9048	-2.5169	29.2528	0.0061	0.017	-0.23
Si	6.3428	0.166	29.2063	-0.0576	-0.0083	-0.2064
Si	-1.7787	-7.9926	29.1792	-0.0078	0.0282	-0.1414
Si	-0.5235	-3.9601	30.5088	0.0711	-0.0572	-0.0329
Si	2.2072	-1.224	30.5652	0.0556	-0.0328	0.0758
Si	-0.5193	-9.3705	30.6045	0.0961	0.0429	0.1148
Si	2.1972	-6.6749	30.5386	-0.0081	-0.1459	-0.0982
Si	4.9262	-3.9317	30.5761	0.0281	0.0545	0.0839
Si	7.6588	-1.1873	30.6136	-0.068	0.0148	0.0496
Si	4.9379	1.5642	30.5204	-0.0415	-0.0832	0.0521
Si	-3.2539	-6.6525	30.5182	-0.0478	-0.0725	0.0036
Si	-1.9408	-5.264	31.9303	0.1533	-0.0362	-0.2635
Si	0.7937	-2.5295	31.9303	0.0683	-0.3861	-0.1819
Si	-1.9408	0.205	31.9303	0.1322	0.1132	0.2194
Si	0.7937	-7.9985	31.9303	0.3404	0.0721	0.3003
Si	3.5282	-5.264	31.9303	0.0073	-0.1605	-0.0466
Si	6.2627	-2.5295	31.9303	-0.0788	-0.1091	0.2492
Si	3.5282	0.205	31.9303	0.1988	0.0053	-0.2602
Si	6.2627	-7.9985	31.9303	0.2441	-0.0152	-0.2942
Si	1.3673	-1.3673	3.418	-0.5467	-0.1936	-0.2013
Si	4.1018	1.3673	3.418	-0.4444	-0.0491	-0.9344
Si	1.3673	4.1018	3.418	-0.0954	0.3177	0.174
Si	4.1018	-4.1018	3.418	-0.0649	-0.2346	0.477
Si	6.8362	-1.3673	3.418	-0.0281	-0.2177	0.2821
Si	-1.3673	1.3673	3.418	0.0354	0.0077	0.3907
Si	6.8362	4.1018	3.418	0.0879	0.6529	-0.6072
Si	-1.3673	6.8362	3.418	-0.0888	0.3424	0.1113
Si	2.7157	-0.0045	4.6997	-0.0045	-0.0362	-0.1926
Si	5.3365	2.8595	4.6215	0.0549	-0.0107	-0.1468
Si	2.6451	5.5198	4.8664	-0.016	0.1635	-0.0772
Si	5.4812	-2.7754	4.8369	0.0551	-0.047	-0.1337
Si	-2.7762	0.0127	4.8195	0.0884	-0.043	-0.1423
Si	-0.0259	2.8031	4.8069	-0.1033	0.0037	-0.0837
Si	8.1835	5.5047	4.7833	0.0705	-0.171	-0.1347
Si	-0.1198	-2.6394	4.8545	-0.0808	0.1883	0.045
Si	1.336	1.3249	6.0108	0.1229	0.0773	0.259
Si	4.0423	4.0581	6.118	-0.1863	-0.1711	0.3171
Si	1.22	-3.9739	6.2407	-0.1085	0.0259	0.2813
Si	4.0208	-1.383	6.0462	0.1272	0.0736	0.549
Si	-4.2653	1.4922	5.8373	0.0486	-0.0882	0.2285
Si	-1.4542	4.1562	6.1975	0.039	0.0853	0.5555
Si	6.8683	-4.16	6.262	-0.139	0.1174	-0.0453
Si	-1.5658	-1.3056	6.4366	-0.0352	0.0317	0.5124
Si	0.0953	0.0917	7.6136	0.0258	-0.315	-0.1233
Si	3.0576	2.2488	7.3573	-0.4245	0.3001	0.1108
Si	-0.3917	-5.0891	7.6341	0.4788	-0.5331	-0.1996
Si	2.3053	-2.2362	7.4844	0.1965	-0.1872	-0.1623
Si	5.2951	0.2312	7.2036	0.2604	-0.431	-0.0473
Si	-3.1536	2.8677	7.3289	0.0309	0.1595	0.032
Si	5.6831	5.0901	7.4011	0.0201	0.0167	0.3506
Si	-2.8047	-3.0252	7.9754	0.1495	0.0554	0.0365
Si	-0.5735	-6.6312	33.2976	0.0439	0.0315	-0.0162
Si	2.161	-3.8967	33.2976	-0.0224	-0.0028	-0.0043
Si	-0.5735	-1.1622	33.2976	-0.0625	0.0605	-0.0273
Si	2.161	1.5723	33.2976	-0.0608	0.0978	-0.0056
Si	4.8955	-6.6312	33.2976	-0.0891	0.0652	-0.0301
Si	-3.308	-3.8967	33.2976	-0.0592	0.0924	-0.03
Si	4.8955	-1.1622	33.2976	0.0512	0.0209	-0.0073
Si	7.63	1.5723	33.2976	0.0249	0.0102	0.0073
Si	0.7937	-5.264	34.6648	-0.0043	0.0051	-0.0049
Si	3.5282	-2.5295	34.6648	-0.0262	-0.0013	-0.0166
Si	0.7937	0.205	34.6648	0.0672	-0.0613	-0.0298
Si	3.5282	-7.9985	34.6648	0.0857	-0.1038	-0.0208
Si	-4.6753	-5.264	34.6648	0.0485	-0.0396	-0.0313
Si	-1.9408	-2.5295	34.6648	0.039	-0.0679	-0.0273
Si	6.2627	0.205	34.6648	-0.0296	-0.0273	0.0003
Si	-1.9408	-7.9985	34.6648	0.0311	0.0122	-0.0109
Si	1.3673	1.3673	0.6835	-0.065	0.1084	0.0086
Si	4.1018	4.1018	0.6835	-0.032	0.0237	0.0307
Si	1.3673	6.8362	0.6835	0.0093	-0.0355	-0.0165
Si	4.1018	-1.3673	0.6835	-0.0151	0.0417	0.0153
Si	6.8362	1.3673	0.6835	0.0029	0.0127	-0.0011
Si	-1.3673	4.1018	0.6835	-0.0212	0.0368	0.0264
Si	6.8362	-4.1018	0.6835	-0.0841	0.101	0.0133
Si	-1.3673	-1.3673	0.6835	-0.0486	0.034	0.0389
Si	0	0	2.0507	0.0942	-0.0121	-0.014
Si	2.7345	2.7345	2.0507	0.0314	-0.1519	-0.0622
Si	0	5.469	2.0507	0.1208	0.038	0.0378
Si	2.7345	-2.7345	2.0507	-0.1083	-0.1017	0.0521
Si	5.469	0	2.0507	-0.0216	0.0021	0.0291
Si	8.2035	2.7345	2.0507	-0.0384	-0.0534	0.0433
Si	5.469	5.469	2.0507	0.0947	-0.061	-0.085
Si	8.2035	-2.7345	2.0507	-0.0025	-0.0935	-0.0123
Si	-0.9357	-2.2776	21.6527	-0.0727	0.0085	0.2793
Si	6.2922	-5.9714	17.2649	-0.0144	0.0458	-0.0576
Si	6.2416	-8.2191	25.8701	0.1383	0.0325	-0.2025
Si	-3.3309	-12.1241	23.5286	0.022	-0.0808	-0.1697
Si	12.0568	-9.5876	14.8056	0.0255	0.0708	-0.091
Si	8.9847	-14.6475	14.7784	0.0707	0.0066	-0.1756
Si	-2.5857	3.0454	15.8276	-0.0805	0.0437	-0.1211
Si	-3.7728	7.4874	10.9171	0.0151	-0.3914	0.2065
Si	4.5869	-0.6296	22.9216	0.0415	-0.3367	-0.2977
Si	-10.7098	2.9385	20.0427	-0.0663	-0.0513	0.2818
Si	-1.7327	-1.3681	18.781	0.1018	-0.0112	0.2743
Si	1.3126	3.0695	12.4742	0.1061	0.0077	0.0354
Si	-9.2589	-1.2117	23.1455	0.0163	0.026	-0.2976
Si	1.3018	1.8587	9.7022	0.2004	0.0144	0.2043
Si	9.3369	1.9613	9.6342	-0.2343	0.098	-0.0462
Si	-2.9387	1.9796	23.6167	0.2269	-0.1722	-0.1616
Si	4.0785	0.4416	25.8364	-0.1225	-0.144	-0.1771
Si	-2.2455	-3.5813	25.0517	-0.1859	0.2015	-0.4032
Si	5.8267	-8.0267	19.1545	0.0335	0.0165	0.2191
Si	-0.3172	-7.2939	24.4396	-0.0315	-0.1132	-0.2366
Si	-2.6107	-7.597	20.8983	0.0971	-0.0376	0.3408
Si	-2.9609	0.4905	12.0008	0.0036	0.1633	0.1475
Si	-0.7126	-0.8866	13.897	-0.0465	-0.0934	-0.2406
Si	1.5682	6.8367	16.5572	0.0067	-0.0578	0.0171
Si	-6.2622	-3.9697	15.7718	0.0131	0.015	-0.2057
Si	0.2192	-6.8473	16.0253	0.0515	-0.0746	-0.0753
Si	-0.9602	7.0725	10.3345	0.1906	-0.0108	0.0361
Si	-2.4785	-4.0821	17.934	0.05	0.0521	-0.0033
Si	9.3604	-5.1685	22.6582	-0.0054	0.0813	0.0618
Si	-9.4597	1.9371	22.7531	-0.0862	-0.0049	0.0402
Si	0.6503	-2.6168	25.7065	0.0193	0.1352	0.0193
Si	-3.3693	-10.1873	17.6874	-0.0059	0.0106	0.0703
Si	-4.7262	-2.8776	13.7224	-0.0123	0.0667	-0.002
Si	3.9562	0.6871	9.8739	0.1429	0.045	0.0962
Si	1.0873	8.503	11.8858	-0.0817	-0.0852	-0.0447
Si	5.7829	-1.2669	16.0493	-0.0269	-0.0549	-0.1747
Si	-0.0837	-6.5892	10.1139	-0.0535	0.2563	0.1814
Si	3.9153	1.0537	15.9	-0.0469	-0.0009	-0.2079
Si	5.0117	5.8331	10.2986	0.1296	-0.1511	-0.0175
Si	4.3485	3.1411	11.7677	-0.0308	-0.127	0.0123
Si	2.2256	1.0671	18.377	0.0632	0.0349	0.2022
Si	0.1022	5.8584	12.802	-0.0712	-0.0585	-0.1628
Si	-4.5632	-1.0683	9.678	-0.1596	0.0848	0.0465
Si	0.1156	-5.5272	18.6869	0.0131	-0.0539	0.1221
Si	-10.3841	-1.0488	16.6036	-0.0523	0.0088	-0.0101
Si	3.8265	1.4026	20.9271	0.06	-0.1362	0.2721
Si	-4.7541	2.1616	13.8744	-0.0284	0.0812	-0.1219
Si	3.6429	-2.3312	10.2996	-0.1303	0.0425	0.1427
O	1.5996	-0.2006	17.5493	-0.0075	-0.0504	-0.0252
N	-0.1576	1.1369	9.084	0.2949	-0.4596	-0.5146
N	4.1289	1.097	8.1656	-0.003	0.2437	0.0637
O	-1.8442	-10.7447	27.3329	-0.08	0.065	0.7262
O	-0.4552	-6.7178	25.973	0.0157	0.0659	0.6322
O	-4.7098	-1.4175	14.468	-0.0403	-0.0063	0.0859
O	-1.3182	6.1688	18.872	0.0097	-0.0021	-0.0732
O	0.5665	5.0738	8.777	-0.2244	0.0497	-0.0792
O	8.2161	1.7414	8.4686	0.0507	0.0141	0.0251
O	2.9274	2.9463	12.5266	-0.0167	0.0008	0.0512
O	5.4606	3.2793	12.9394	-0.0117	-0.0085	-0.0189
O	-9.7056	-4.456	18.1333	0.0025	0.0249	-0.016
O	3.613	-5.2552	27.1726	0.0039	-0.0668	0.4551
O	0.9229	-8.2879	27.3498	0.0125	0.1393	0.2067
O	8.2068	-4.1929	26.4778	-0.1543	-0.0743	0.5075
O	-2.2519	-1.5949	22.3627	0.0262	-0.0168	-0.0395
O	5.6266	-6.7979	26.3938	-0.0301	-0.0393	0.1156
O	8.5988	-6.1844	21.6555	0.0053	0.0148	-0.0435
O	13.636	0.9455	14.8264	0.0278	-0.017	0.0764
O	0.4709	2.3195	21.5323	-0.0055	0.0508	-0.1453
N	-0.4337	5.6393	11.1682	-0.0309	-0.0572	-0.1503
O	0.8261	4.4499	13.2028	0.0063	0.0385	0.0046
O	-2.7677	-2.583	18.4893	-0.0666	-0.0706	-0.0599
O	6.3159	-2.5825	27.3608	-0.1047	0.0684	0.4977
O	-1.9249	-11.0707	13.1024	-0.0575	0.0314	-0.0398
O	-2.5091	0.0643	18.899	-0.0365	0.0092	-0.0742
O	-2.6007	-4.5997	23.8153	-0.0081	-0.0004	0.1489
O	4.3036	4.5182	10.9176	0.0312	0.1099	-0.0454
O	1.2557	-1.0602	7.9931	-0.169	0.0675	-0.0698
N	-1.4606	6.8679	8.6521	-0.3974	0.4563	0.0263
O	-2.421	1.6749	16.7143	0.0164	-0.0696	0.0548
O	7.3826	10.487	10.8079	0.0021	-0.0111	-0.0535
O	2.9933	-2.7742	8.869	-0.0849	0.0941	0.0715
O	-3.3848	2.7814	14.4508	0.0471	0.0043	0.076
O	-7.7843	6.831	16.2613	-0.0615	0.0042	0.0446
O	0.5318	-1.8925	22.2307	0	-0.0299	-0.0362
O	6.5816	5.953	10.8001	-0.0157	0.0734	-0.0015
N	4.6728	-0.9205	10.1477	0.0836	0.2077	-0.2996
O	-1.9339	-4.1034	16.37	-0.0273	-0.0148	0.0328
O	-9.8891	2.0944	18.8972	0.0449	-0.043	-0.1069
O	-1.0313	-3.9045	21.7832	0.0213	-0.021	-0.0571
O	0.6833	1.7953	13.2866	0.0585	0.0253	0.1105
O	-4.1974	3.9622	8.0519	-0.0335	0.0659	-0.5555
O	-0.1006	-6.7333	17.6089	0.0039	-0.0046	-0.0354
O	1.0818	8.3701	16.1992	0.0482	-0.0011	0.0356
O	-0.9072	-1.7135	20.1332	-0.0036	0.0522	-0.2411
O	7.0194	-4.8052	18.1291	-0.0194	0.0178	0.0088
O	5.4241	-5.3807	16.0339	0.0164	-0.0491	0.0514
O	0.0478	-1.5082	26.72	0.0657	-0.0287	0.1236
O	-3.4868	-3.7969	14.2473	0.0113	-0.0191	0.0626
O	5.0891	-9.3	26.2133	0.0476	0.0292	0.0586
O	-3.9642	-0.4826	16.8035	0.0206	-0.0082	0.0021
N	0.1623	10.8707	15.1854	0.0715	0.0395	0.1057
O	-1.4036	2.8533	19.9074	0.0761	0.0099	-0.112
O	-2.9647	-8.7497	22.0023	-0.0191	0.0043	0.0196
O	-7.9864	0.6073	19.7848	-0.0834	-0.0057	-0.2372
O	0.3955	-1.267	12.7609	-0.0124	-0.0396	0.0084
O	-1.2125	-7.1898	15.3221	0.0028	0.0074	0.0264
O	2.5624	-1.9378	11.4548	-0.0651	-0.0063	-0.0934
O	5.2714	4.0619	18.1491	0.0195	0.042	-0.0635
O	0.2135	-2.7318	10.5174	-0.0866	0.0209	-0.0686
O	-6.1274	-3.6272	14.1594	0.0444	-0.0329	0.1319
O	2.6213	0.8762	26.4441	0.0475	0.0712	0.2771
O	14.2881	-9.2381	17.3216	0.0105	0.0536	-0.0022
O	-4.2656	0.988	12.8516	0.0366	-0.1027	-0.0299
O	1.5807	-1.8496	24.6268	-0.0594	-0.0766	0.2292
O	-2.1061	1.6048	11.1463	-0.0322	-0.0098	-0.0174
O	-7.7199	-1.5136	22.6076	0.031	0.0902	0.062
O	4.8428	0.3352	21.6289	-0.08	0.1164	-0.0179
O	-6.7767	0.2488	24.2265	-0.0799	0.1655	0.394
O	-1.3686	-2.2011	14.6031	0.0318	-0.0131	0.0771
O	-6.2915	-8.3631	20.1956	0.0237	0.0773	-0.1136
O	1.1532	7.1189	12.7723	0.0354	0.0125	0.1117
O	7.5211	-6.8656	16.7362	-0.0236	0.0143	0.0648
O	-1.4357	3.598	9.5801	-0.0133	-0.0518	0.0181
O	0.6057	-6.378	20.0093	0.0069	0.0569	-0.1673
O	1.6332	-3.6616	26.468	0.0569	-0.0358	0.1447
O	6.0183	-1.4182	23.1163	-0.0605	0.0893	0.0841
O	1.0969	2.8749	24.0507	0.0276	0.0064	-0.0237
O	-4.2131	-8.1728	24.3025	-0.2323	0.0725	0.3183
O	1.0785	2.7181	15.7424	0.0026	0.0453	0.0658
O	-3.0868	-10.5595	23.9208	-0.0343	0.0961	0.0893
O	4.388	-0.465	16.2276	-0.0166	-0.0047	0.0635
O	-0.7615	-1.2855	17.4989	0.0143	0.0167	-0.0357
O	-0.4016	-6.0108	23.421	0.041	-0.064	0.0419
O	-3.3814	-8.707	26.6925	-0.1102	0.0461	0.1139
O	4.5376	9.9796	26.5141	0.011	0.0694	0.2085
O	7.9259	-2.1507	24.8065	0.0594	-0.0302	0.1368
O	-5.7458	1.7733	15.1357	-0.0563	-0.0179	0.0979
O	4.3001	-3.7354	10.8051	-0.0041	0.0631	0.019
O	-5.4654	-13.7197	16.5917	-0.0034	0.0294	0.0843
N	0.8007	3.0598	10.8496	0.1047	-0.0129	-0.1983
N	6.9887	-2.6596	9.3797	0.4603	0.0066	-0.4728
O	-2.1986	-3.3731	11.2885	-0.0159	-0.0305	-0.104
O	-1.0985	6.1968	13.847	-0.039	0.0551	0.1365
O	7.0463	-7.3542	19.9678	-0.1075	0.0367	-0.1784
O	-0.6199	-3.373	25.0169	0.1257	-0.0531	0.0296
O	4.9046	5.7733	8.6805	0.0436	-0.0771	-0.0728
O	-1.5285	-8.3726	24.19	-0.0277	0.0437	0.0716
O	-4.6023	1.5922	18.3383	0.0036	-0.064	-0.0929
O	-4.4536	-0.3445	8.2236	-0.1553	0.0138	-0.0263
O	0.9238	-5.3724	15.6838	-0.0093	-0.037	0.0314
O	1.3239	0.3789	23.1862	-0.0009	0.0082	0.0725
O	6.3663	8.271	12.1234	0.1013	-0.0073	-0.1564
O	2.9768	2.1308	22.1292	0.0136	0.0462	-0.088
O	4.6741	1.8527	10.7984	-0.0534	-0.0847	-0.102
O	13.289	0.7206	10.2756	-0.1048	0.1041	-0.1395
O	2.1521	2.7858	8.6388	-0.1467	-0.0886	0.0751

Results
free energy: -151502.569 eV
free energy less fixed offsets of N -385.13, O -568.88, Si -635.61 eV per atom: -5.689 eV

The program warned: the cutoff lies below the one the program advises for these potential files; the forces do not sum to zero within the program's tolerance; the exchange-correlation potential is rough where the density is thin.
